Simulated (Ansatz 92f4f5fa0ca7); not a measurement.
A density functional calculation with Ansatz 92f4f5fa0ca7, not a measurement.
Periodic cell of 220 atoms, Si132O88, from a study of silicon, its oxide and their interface. The atomic structure is a simulated model.
Doubt: the cutoff is far below the 930 eV that the study's wrapper takes by default for these files, so forces and energies are approximate.

Settings
functional: PBE
potential files: Ansatz PAW
basis: plane waves
wave-function cutoff: 580 eV
density cutoff ratio: 5
exchange-correlation grid ratio: 1
k mesh: 1 x 1 x 1, Gamma-centred
self-consistency stop: 5e-08 eV per atom in the density residual
occupations: fixed
spin: none
net charge: 0

Cell vectors (angstrom)
a, 10.938, 0, 0
b, 0, 10.938, 0
c, 0, 0, 32.135

Atoms: element, x, y, z (angstrom)
Si, 0.192, -0.149, 24.4721
Si, 5.5964, -0.3301, 24.7417
Si, 2.5197, 3.0276, 24.4521
Si, 8.09, 2.9492, 25.0372
Si, 0.0419, 5.1062, 24.6559
Si, 5.843, 5.1096, 24.6192
Si, 2.4537, 8.498, 24.586
Si, 7.9867, 8.5824, 24.7637
Si, 1.4024, 1.3965, 25.8261
Si, 6.7502, 1.3192, 26.0201
Si, 4.0796, 4.1396, 25.8873
Si, 9.6114, 4.1222, 26.2916
Si, 1.2707, 6.8336, 25.8199
Si, 6.8581, 6.8388, 25.9224
Si, 4.04, 9.4884, 26.0639
Si, 9.5833, 9.7214, 26.0043
Si, 2.7239, 0.0383, 27.3245
Si, 8.1828, 0.0506, 27.3903
Si, 0.0715, 2.655, 27.3922
Si, 5.4041, 2.7498, 27.3312
Si, 2.7068, 5.5268, 27.2752
Si, 8.1798, 5.548, 27.4162
Si, -0.0276, 8.2112, 27.3023
Si, 5.4656, 8.146, 27.355
Si, 4.1018, 1.3673, 28.7168
Si, 9.5708, 1.3673, 28.7168
Si, 1.3673, 4.1018, 28.7168
Si, 6.8362, 4.1018, 28.7168
Si, 4.1018, 6.8362, 28.7168
Si, 9.5708, 6.8362, 28.7168
Si, 1.3673, 9.5708, 28.7168
Si, 6.8362, 9.5708, 28.7168
Si, 0, 0, 30.084
Si, 5.469, 0, 30.084
Si, 2.7345, 2.7345, 30.084
Si, 8.2035, 2.7345, 30.084
Si, 0, 5.469, 30.084
Si, 5.469, 5.469, 30.084
Si, 2.7345, 8.2035, 30.084
Si, 8.2035, 8.2035, 30.084
Si, 1.3673, 1.3673, 31.4513
Si, 6.8362, 1.3673, 31.4513
Si, 4.1018, 4.1018, 31.4513
Si, 9.5708, 4.1018, 31.4513
Si, 1.3673, 6.8362, 31.4513
Si, 6.8362, 6.8362, 31.4513
Si, 4.1018, 9.5708, 31.4513
Si, 9.5708, 9.5708, 31.4513
Si, 2.7345, 0, 0.6835
Si, 8.2035, 0, 0.6835
Si, 0, 2.7345, 0.6835
Si, 5.469, 2.7345, 0.6835
Si, 2.7345, 5.469, 0.6835
Si, 8.2035, 5.469, 0.6835
Si, 0, 8.2035, 0.6835
Si, 5.469, 8.2035, 0.6835
Si, 4.1018, 1.3673, 2.0507
Si, 9.5708, 1.3673, 2.0507
Si, 1.3673, 4.1018, 2.0507
Si, 6.8362, 4.1018, 2.0507
Si, 4.1018, 6.8362, 2.0507
Si, 9.5708, 6.8362, 2.0507
Si, 1.3673, 9.5708, 2.0507
Si, 6.8362, 9.5708, 2.0507
Si, 0, 0, 3.418
Si, 5.469, 0, 3.418
Si, 2.7345, 2.7345, 3.418
Si, 8.2035, 2.7345, 3.418
Si, 0, 5.469, 3.418
Si, 5.469, 5.469, 3.418
Si, 2.7345, 8.2035, 3.418
Si, 8.2035, 8.2035, 3.418
Si, 1.3087, 1.4272, 4.73
Si, 6.8629, 1.3383, 4.8196
Si, 4.1306, 4.0743, 4.8823
Si, 9.5727, 4.0936, 4.7982
Si, 1.3787, 6.8541, 4.8336
Si, 6.8649, 6.7791, 4.7276
Si, 4.1084, 9.5254, 4.734
Si, 9.5558, 9.5733, 4.7883
Si, 2.6219, -0.0785, 5.9184
Si, 8.2165, -0.0097, 6.2122
Si, -0.0681, 2.7075, 6.2021
Si, 5.484, 2.5739, 6.2738
Si, 2.7294, 5.5353, 6.2943
Si, 8.1545, 5.3975, 6.1476
Si, -0.0648, 8.1697, 6.164
Si, 5.4792, 8.1237, 6.0537
Si, 3.6996, 1.3321, 7.413
Si, 9.7429, 1.1473, 7.6149
Si, 1.6412, 3.7716, 7.4312
Si, 6.6696, 4.1859, 7.5287
Si, 4.5066, 6.5737, 7.5538
Si, 9.2616, 7.0258, 7.4358
Si, 1.0824, 9.8471, 7.3317
Si, 7.0228, 9.2463, 7.3545
O, 1.2571, 4.0854, 24.0635
O, 6.7862, 9.5838, 24.1746
O, 2.8733, 2.7251, 7.1221
O, 8.1533, 8.1747, 7.8992
O, 5.5116, 5.3489, 7.9606
O, 0.0144, 0.0224, 7.9736
O, 5.3619, 5.498, 23.0889
O, 10.5412, 0.4568, 23.0142
O, 2.1462, 9.3921, 8.5403
O, 1.5866, 3.6713, 9.0772
O, 9.0389, 1.8414, 8.8737
O, 7.7692, 9.7425, 12.1454
O, 3.3125, 0.8547, 8.9804
O, 4.3477, 7.4159, 9.3118
O, 7.4011, 3.6934, 8.9024
O, 9.8624, 6.4246, 8.8475
O, 3.3443, 2.4411, 23.1038
O, 4.6508, 0.1696, 23.4876
O, 9.2346, 2.4168, 23.9872
O, 9.8187, 5.5491, 23.5258
O, 19.8924, 8.1009, 23.5148
O, 3.3059, 7.955, 23.2799
O, 7.0123, 3.9752, 24.3115
O, 1.3274, 9.6279, 24.0897
Si, 3.934, 6.4678, 10.7521
Si, 9.3198, 4.1535, 14.5967
Si, 7.477, 8.1746, 11.911
Si, 4.2126, 1.2473, 22.3447
Si, 17.335, 3.7621, 14.1772
Si, 2.7448, -0.4935, 20.1154
Si, 7.1956, 4.1183, 19.4273
Si, 14.0649, 6.5822, 16.4282
Si, 2.2943, 4.0315, 10.502
Si, 5.758, 16.1398, 16.6826
Si, 3.8098, 9.6934, 17.2464
Si, 10.477, 4.2329, 11.6772
Si, 10.9711, 6.4497, 16.088
Si, 8.1165, 1.5019, 14.5589
Si, 2.7553, 10.4085, 9.6831
Si, 9.1307, 6.7537, 22.6201
Si, 11.1825, -1.2629, 11.2124
Si, 3.5868, -3.2697, 13.7202
Si, 5.2482, 8.8289, 9.8544
Si, 9.5837, 1.7323, 22.5665
Si, 11.9573, -0.4775, 16.5802
Si, 8.0127, 2.6735, 10.0926
Si, -0.383, 8.1948, 18.4097
Si, 11.7445, -2.0905, 14.1658
Si, 5.2486, 4.0179, 11.4033
Si, 6.0337, 6.0492, 21.7
Si, 6.4751, 7.6835, 14.6873
Si, 11.5679, 6.4733, 20.6819
Si, 11.1058, 1.0338, 18.8153
Si, 14.2393, 7.6564, 21.6662
Si, 6.9813, 1.3288, 20.7651
Si, 10.0178, 7.0143, 10.3678
Si, -0.6324, 3.6502, 20.1694
Si, 8.4665, -0.6913, 19.1086
Si, 6.8811, 10.1468, 16.3684
Si, 8.6109, 0.1785, 11.8581
O, 13.3657, 8.7814, 13.9469
O, 7.7052, -0.9941, 17.7307
O, 6.0766, 8.157, 11.0459
O, 1.6175, 10.5006, 10.8463
O, 5.2574, -5.3963, 10.8531
O, 10.0476, 7.1344, 17.2668
O, 6.2721, 4.9212, 20.5339
O, 6.7865, 13.1486, 13.9248
O, 3.5762, 7.2542, 12.1261
O, 2.611, 5.6493, 10.3152
O, 7.7966, 4.6514, 14.1881
O, 11.4501, -1.6338, 17.6188
O, 10.2279, 4.0913, 13.2689
O, 0.6747, 7.4224, 19.3687
O, 6.9739, 2.4906, 19.5929
O, 12.4932, 6.1598, 16.6948
O, 17.2758, 6.4972, 15.8167
O, 13.0452, 6.5493, 21.3951
O, 3.2903, 0.6043, 21.1817
O, 1.0973, 3.6667, 11.5414
O, 7.2476, -0.1715, 20.1064
O, 8.1694, 1.3644, 21.8757
O, -1.6035, 8.8474, 19.3114
O, 2.7885, 9.0037, 20.8906
O, 12.2246, 0.1559, 19.6696
O, 6.0941, 9.5878, 8.7153
O, 8.5789, 7.4467, 10.9873
O, 8.9291, 0.7633, 13.3597
O, 7.5136, 11.4855, 15.7189
O, 6.3178, 2.9037, 10.9593
O, 2.6422, -0.4321, 16.4517
O, 3.7658, 14.333, 10.9443
O, -6.722, 5.5729, 17.1447
O, 11.1498, 7.4689, 14.8119
O, 4.0621, 9.7525, 10.4143
O, 3.5064, 8.0847, 17.0108
O, 10.1209, 5.1268, 15.6441
O, 10.2903, 2.8256, 21.5906
O, 5.3144, 15.1043, 13.0263
O, 4.8395, 7.1399, 21.2358
O, 11.0332, 2.6331, 19.1169
O, 9.1052, 2.6445, 15.2275
O, 3.7049, -0.76, 18.8116
O, 5.6035, 1.6472, 21.5853
O, 5.2717, 10.1479, 16.6791
O, 7.8233, 1.1855, 10.8959
O, 9.5939, 0.4904, 19.1386
O, 17.6398, 4.7332, 17.9663
O, 7.6027, 6.5027, 22.0348
O, -5.9024, -2.6763, 14.1449
O, 7.2946, -3.6028, 13.3044
O, 11.3663, -0.8035, 15.1016
O, 10.2803, 7.0536, 21.5146
O, 9.2439, 3.5338, 10.8733
O, 8.8305, -6.6814, 19.6967
O, 0.4853, 11.8625, 17.2087
O, 16.6272, 3.9476, 15.6414
O, 11.0881, -1.8608, 12.7195
O, 11.3098, 4.9111, 20.3325
O, 0.0441, 8.3443, 10.2653
O, 10.622, 5.8194, 11.2751
O, 9.9908, -0.1895, 11.0672
O, 14.2414, 6.4525, 14.7822
O, 7.2558, 8.9086, 15.3912

Results
free energy: -133957.564 eV
free energy less fixed offsets of O -568.88, Si -635.61 eV per atom: 4.396 eV

Forces (eV/angstrom), in the order of the atoms: element, x, y, z
Si, 0.0241, -0.0399, 0.0626
Si, -0.028, 0.0564, -0.0761
Si, 0.0372, -0.0071, 0.0634
Si, 0.0357, -0.0573, -0.1348
Si, 0.0048, 0.0513, 0.0188
Si, -0.0389, 0.0429, -0.0839
Si, 0.0284, -0.0509, 0.0336
Si, 0.0389, -0.0362, -0.0492
Si, -0.0101, 0.0208, -0.004
Si, 0.0091, -0.0188, -0.017
Si, -0.0278, 0.0254, -0.002
Si, 0.033, -0.0001, -0.0182
Si, 0.0095, 0.002, -0.0123
Si, -0.0028, 0.0044, -0.0136
Si, -0.0566, 0.0266, -0.0369
Si, 0.0253, -0.0112, -0.0076
Si, -0.0067, 0.019, 0.0113
Si, 0.036, 0.0317, 0.0201
Si, 0.0059, -0.0599, -0.0067
Si, -0.0397, -0.0197, 0.0283
Si, 0.0044, -0.0122, -0.0172
Si, 0.0234, 0.0381, 0.0329
Si, -0.019, -0.0017, -0.0101
Si, 0.0136, -0.0376, 0.0356
Si, -0.2212, 0.1135, 0.0783
Si, 0.1115, -0.004, 0.4494
Si, 0.396, 0.0575, -0.1807
Si, -0.2613, 0.0276, -0.1187
Si, -0.1866, -0.2308, 0.0506
Si, 0.0879, 0.5625, 0.3506
Si, -0.0785, 0.0473, -0.3657
Si, -0.0062, -0.2148, -0.0666
Si, -0.137, -0.1074, 0.0303
Si, -0.0253, -0.0122, -0.0584
Si, 0.1174, 0.0768, 0.0271
Si, 0.1143, 0.0417, -0.0311
Si, -0.0234, 0.0043, -0.0648
Si, -0.1065, -0.1359, 0.0244
Si, 0.034, 0.0319, -0.0532
Si, 0.1196, 0.0405, 0.0527
Si, -0.0122, 0.0454, -0.0462
Si, -0.0114, -0.0409, -0.0302
Si, -0.0153, -0.0467, 0.0164
Si, -0.0447, 0.0338, -0.0061
Si, 0.0236, -0.0021, -0.0293
Si, 0.0045, 0.0347, -0.0365
Si, -0.0054, 0.002, -0.0095
Si, -0.0338, 0.0191, 0.021
Si, -0.0159, -0.0008, 0.0227
Si, 0.0335, 0.0411, 0.0078
Si, -0.0267, -0.0373, 0.0355
Si, 0.0383, 0.0085, 0.0107
Si, -0.0003, 0.0031, -0.0063
Si, 0.0204, -0.0418, 0.0302
Si, -0.0276, -0.0145, 0.0069
Si, 0.0052, -0.0061, 0.034
Si, 0.0012, 0.0391, 0.058
Si, -0.0717, -0.0701, -0.0163
Si, 0.1216, 0.0546, -0.0054
Si, -0.0686, -0.0631, 0.0224
Si, -0.1237, -0.0903, 0.004
Si, 0.0078, 0.0595, 0.0269
Si, -0.0244, 0, 0.0353
Si, -0.0091, -0.0097, -0.0241
Si, -0.2403, 0.0261, -0.1906
Si, 0.2517, -0.0149, 0.0734
Si, 0.0955, 0.459, 0.1007
Si, 0.0169, -0.0418, 0.1245
Si, 0.1653, -0.0126, 0.3085
Si, -0.2264, -0.4608, -0.0291
Si, -0.1125, -0.2831, -0.2419
Si, 0.0764, 0.112, -0.1547
Si, 0.0278, 0.0426, -0.1218
Si, 0.0066, 0.0044, -0.0024
Si, 0.0403, 0.0333, -0.055
Si, 0.0073, -0.0365, 0.0163
Si, -0.0087, -0.0068, -0.0001
Si, 0.0267, -0.0806, -0.0364
Si, -0.0295, 0.01, 0.0044
Si, -0.0002, -0.0036, -0.0619
Si, -0.0027, -0.0236, 0.0159
Si, -0.0075, -0.0387, 0.023
Si, -0.0641, -0.0257, 0.0143
Si, -0.0596, 0.012, 0.0608
Si, 0.0354, 0.0301, 0.0113
Si, -0.0031, 0.0857, -0.0375
Si, 0.0224, 0.0209, 0.0476
Si, 0.0094, 0.0448, 0.0541
Si, -0.1619, 0.273, -0.0173
Si, -0.0517, 0.1124, 0.0802
Si, 0.2343, -0.266, 0.3736
Si, 0.1315, -0.026, 0.771
Si, -0.1634, -0.1332, -0.089
Si, 0.0461, -0.0521, 0.0695
Si, -0.0557, -0.0004, 0.03
Si, -0.0044, 0.0636, 0.044
O, 0.0007, -0.0091, -0.0543
O, -0.0072, -0.0078, 0.0685
O, 0.0415, -0.0886, 0.1798
O, -0.0172, -0.0306, -0.0234
O, 0.0711, 0.0566, -0.0445
O, -0.016, 0.0141, -0.0364
O, 0.0249, -0.0302, 0.0133
O, -0.0187, 0.0302, -0.0219
O, -0.0103, -0.0172, -0.0168
O, -0.1311, 0.0545, -0.5558
O, -0.0244, 0.0794, -0.0618
O, 0.0188, -0.0907, 0.0523
O, 0.0158, -0.0652, -0.15
O, 0.0088, -0.0559, -0.0795
O, -0.1342, 0.4088, -0.8939
O, -0.019, 0.0121, -0.0953
O, -0.0076, -0.0041, -0.0203
O, 0.024, -0.026, 0.0109
O, -0.104, 0.0438, -0.0137
O, 0.0071, -0.0146, 0.0062
O, -0.0114, 0.0195, 0.0035
O, -0.0056, 0.015, -0.0071
O, 0.0146, 0.0036, 0.0967
O, 0.0018, -0.0095, -0.0586
Si, 0.1123, -0.3875, 0.0914
Si, -0.0655, -0.0099, -0.0371
Si, 0.0314, 0.0239, 0.0087
Si, 0.0165, -0.0103, -0.0004
Si, -0.298, 0.0882, -0.3569
Si, 0.0013, -0.0023, 0
Si, -0.0204, 0.0254, -0.0295
Si, 0.0317, -0.0403, -0.0239
Si, 0.4703, -0.1794, 0.1923
Si, -0.004, -0.0798, -0.1157
Si, 0.0139, -0.0087, -0.0231
Si, -0.0123, -0.139, -0.0506
Si, -0.0007, -0.0517, -0.0142
Si, -0.0902, 0.0641, -0.0927
Si, 0.0111, 0.1255, 0.0831
Si, 0.0032, -0.0019, 0.0017
Si, -0.0492, 0.0529, -0.0436
Si, 0.0141, -0.0225, 0.0238
Si, 0.0552, 0.1268, 0.0259
Si, -0.0421, 0.0397, 0.0304
Si, 0.0179, 0.0009, -0.0158
Si, -0.5868, -0.7352, 0.7536
Si, 0.0021, -0.0037, -0.0137
Si, 0.0241, -0.0091, -0.0238
Si, 0.298, -2.6344, -0.1431
Si, 0.0051, -0.0201, 0.0064
Si, -0.0085, -0.0428, -0.0137
Si, 0.0068, 0.0136, 0.0063
Si, 0.0061, -0.0181, -0.0132
Si, -0.008, 0.0164, 0.0274
Si, -0.0037, -0.0106, 0.0119
Si, 0.0265, -0.0311, 0.0322
Si, 0.0024, -0.0001, 0.0104
Si, -0.0037, -0.011, -0.0349
Si, 0.0331, 0.0556, -0.0341
Si, -0.1345, 0.2392, -0.173
O, -0.0166, 0.0047, 0.019
O, 0.0192, 0.0075, 0.0261
O, -0.0599, 0.0564, -0.0142
O, 0.0362, -0.0347, -0.0055
O, -0.0422, 0.689, -0.2282
O, 0.0049, 0.0208, 0.0217
O, -0.0114, 0.0221, 0.0043
O, 0.1417, -0.0594, 0.1078
O, 0.0368, 0.0032, -0.0507
O, 0.0551, 0.3868, -0.0277
O, 0.1302, 0.0166, 0.0679
O, -0.0068, -0.009, -0.0003
O, 0.035, 0.015, -0.0007
O, 0.0099, -0.0149, 0.0082
O, 0.0054, -0.0089, -0.0003
O, -0.002, 0.0114, 0.0059
O, 0, 0.0241, 0.0216
O, 0.0097, 0.0025, -0.019
O, 0.0173, 0.0146, -0.0002
O, -0.2695, -0.001, -0.0109
O, -0.0096, 0.0165, -0.0146
O, 0.0484, 0.0109, 0.0141
O, -0.0035, 0.008, -0.0142
O, 0.0042, -0.0187, -0.0166
O, 0.0045, -0.0018, -0.0103
O, 0.0459, 0.0219, -0.0645
O, 0.0295, -0.012, 0.0085
O, 0.032, -0.0407, 0.0467
O, -0.0177, -0.0836, 0.0598
O, 1.2252, 1.5386, -0.7527
O, -0.0043, -0.0069, 0.0089
O, -1.5151, 0.3178, -0.2335
O, -0.0075, 0.0137, 0.01
O, 0.0058, 0.0099, 0.0139
O, 0.0054, 0.0116, 0.0297
O, 0.0033, 0.0356, 0.0022
O, 0.0456, 0.0205, 0.0346
O, -0.0067, -0.0339, 0.0217
O, 0.1733, 0.502, 0.9349
O, 0.0108, -0.0103, -0.0241
O, -0.0085, 0.0231, 0.0048
O, 0.0366, -0.0263, 0.0251
O, -0.0086, 0.0121, 0.0164
O, -0.0148, -0.0047, -0.0146
O, 0.0036, -0.0058, 0.0046
O, 0.4402, -0.2548, 0.089
O, -0.0058, 0.0013, -0.0151
O, 0.0388, -0.0115, 0.0751
O, 0.0119, 0.0096, -0.0179
O, -0.0028, 0.0059, 0.0133
O, 0.0112, 0.034, -0.0068
O, 0.0028, -0.0052, 0.0107
O, -0.0246, -0.0048, -0.0003
O, -0.1219, -0.0185, -0.0262
O, 0.022, -0.0053, -0.0026
O, -0.007, 0.0077, 0.0159
O, 0.0231, 0.0607, 0.1502
O, 0.0119, -0.0066, 0.0081
O, -0.0014, -0.0035, -0.0217
O, -0.0017, -0.038, 0.0278
O, -0.0409, 0.1139, -0.0151
O, 0.0877, -0.0931, 0.0677
O, -0.0029, 0.0218, 0.036
O, 0.0072, 0.0187, 0.0148

The program warned: the cutoff lies below the one the program advises for these potential files; the forces do not sum to zero within the program's tolerance; the exchange-correlation potential is rough where the density is thin.
